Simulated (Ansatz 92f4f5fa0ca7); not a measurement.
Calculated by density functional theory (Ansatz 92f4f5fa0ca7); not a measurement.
Periodic cell of 195 atoms, Si117O78, from a study of silicon, its oxide and their interface. The atomic structure is a simulated model.

Settings: functional r2SCAN; potential files Ansatz norm-conserving; basis plane waves; wave-function cutoff 1300 eV; density cutoff ratio 4; exchange-correlation grid ratio 1; k mesh 2 x 2 x 1, shifted by 0.5 0.5 0.5 of a step; self-consistency stop 5e-08 eV per atom in the density residual; occupations Fermi-Dirac, 0.05 eV; spin none; net charge 0.

Cell vectors (angstrom)
a 11.6749 0.1703 -0.0521
b 0.01 11.4863 0.0849
c -0.9994 4.2964 26.675

Atoms and the computed forces on them: element, x, y, z (angstrom), force x, y, z (eV/angstrom)
Si 12.5749 -1.2566 0.1514 0.592 0.2491 0.2071
Si 10.8557 3.9475 -0.0331 0.1996 -0.7633 -0.4507
Si 12.8519 6.9586 0.9288 0.0156 -0.895 -0.2228
Si 2.8605 -1.1 -2.3856 0.0237 2.1388 0.8168
Si 1.4137 1.552 2.7011 -0.5183 -0.3083 0.0961
Si 3.2195 6.316 -0.2708 0.533 0.3868 -0.6602
Si 4.8734 -0.2988 1.1665 0.0275 -0.0208 -0.1574
Si 7.0164 3.3238 0.1094 0.0192 -0.0505 0.6867
Si 7.0381 5.9221 0.1111 -0.2536 0.2947 -1.4754
Si -1.1339 -0.4133 -0.6043 -0.5105 -0.5542 -0.3684
Si 1.2081 5.1359 2.7048 0.0763 0.079 0.2159
Si -0.8953 6.2084 -0.1449 0.2268 0.366 -0.066
Si 6.8784 0.6555 -0.0935 0.1193 -0.0868 -0.7804
Si 5.0483 3.3453 1.3999 0.2222 -0.7383 -0.3111
Si 5.1068 9.0268 2.3178 0.0015 0.2234 0.3776
Si 8.9061 -0.2184 1.0599 -0.3453 0.2099 0.4516
Si 9.0215 3.4174 1.3679 -0.306 -0.2916 -0.0836
Si 8.9549 6.9661 1.1755 -0.2436 -0.0761 0.1653
Si 1.2713 3.383 1.2566 -0.5846 -0.2728 -0.3641
Si 3.1936 3.8843 -0.0175 0.2552 -0.2257 -0.9008
Si 1.1286 8.6668 2.2332 -0.5782 0.7229 0.0824
Si 5.1162 1.3917 2.7406 -0.2846 0.3778 0.4886
Si 5.0718 5.1668 2.7428 -0.413 0.424 0.7249
Si 5.0789 6.9243 1.15 0.0096 -0.3976 -0.0334
Si 9.0932 1.4771 2.6412 0.4967 0.1721 0.4308
Si 8.9752 5.246 2.7783 0.2314 -0.0683 0.3962
Si 8.8961 9.1185 2.3228 -0.1189 -0.2591 -0.1395
Si 11.0514 1.4726 4.0069 0.1372 -0.506 -0.8071
Si 10.9681 5.2079 4.0593 -0.1541 -0.5079 -0.22
Si 10.8814 9.0348 3.6536 0.1396 -0.2411 0.056
Si 3.1818 1.4844 4.134 0.5463 -0.4008 0.1577
Si 3.1317 5.1585 4.1203 0.0891 -0.8154 -0.5642
Si 3.0611 9.0105 3.6398 0.4253 -0.3095 0.0443
Si 7.1472 1.394 3.9853 -0.1799 0.2475 0.0413
Si 7.0094 5.1149 4.0932 0.0833 0.0155 -0.2628
Si 7.0153 9.0263 3.8124 -0.0499 -0.4076 -0.5415
Si 10.9901 -0.6053 5.0909 -0.4181 0.0763 -0.1225
Si 10.9556 3.2542 5.5027 -0.2149 0.5578 0.1961
Si 10.8755 7.1733 5.2182 0.0742 0.5771 0.0167
Si 3.0168 -0.6741 5.1177 0.0893 0.3756 0.1391
Si 3.1987 3.2504 5.6144 -0.3414 0.2915 -0.3368
Si 3.1683 7.1367 5.2075 -0.0962 0.5997 0.2538
Si 7.145 -0.6331 5.1502 -0.4534 0.2526 0.2638
Si 7.0478 3.222 5.5274 0.1036 -0.2002 -0.1142
Si 6.9766 7.0997 5.2612 -0.3716 0.0187 0.3029
Si 1.1032 10.7049 6.7038 0.5894 -0.2848 -0.236
Si 1.2194 3.1213 6.9097 0.3939 -0.4138 0.1425
Si 1.2168 7.0935 6.5026 0.1706 -0.2306 0.0444
Si 5.0857 10.7795 6.4005 -0.2168 0.4315 -0.7194
Si 5.1205 3.1725 6.9313 0.171 -0.9086 -0.436
Si 5.0252 6.9546 6.725 0.1143 0.0621 -0.6869
Si 9.092 10.8231 6.606 0.3559 0.0455 0.0491
Si 8.9637 3.1613 6.9508 0.193 -0.2008 -0.2217
Si 8.9186 7.0154 6.5435 0.1719 0.1248 0.5719
Si 1.1846 0.9937 8.13 -0.1189 0.5521 0.0721
Si 1.268 5.2285 7.937 0.5736 0.4036 -0.467
Si 1.2149 8.7947 8.0819 -0.0165 0.0395 0.6299
Si 5.0612 0.9885 7.9201 0.1129 -0.1059 0.3718
Si 5.0616 5.0397 8.2232 0.1415 0.8013 0.7881
Si 5.031 8.9935 7.7835 -0.0577 -0.1749 0.7276
Si 9.0144 1.056 8.1862 0.0177 0.2276 0.0261
Si 8.9836 5.1966 8.1527 0.1968 0.4884 0.0122
Si 9.0427 8.9029 7.9471 -0.3938 -0.3573 0.2309
Si 11.0203 1.0534 9.5781 -0.0851 -0.1972 0.4668
Si 11.1072 5.767 9.1633 -0.8271 0.4565 0.088
Si 10.7587 8.3047 11.5648 -0.0855 0.3273 0.2354
Si 3.1519 0.2964 9.2261 0.5107 0.6085 0.927
Si 3.0673 5.4742 9.5412 -0.5989 -0.7217 0.359
Si 3.2362 9.2789 9.3429 -0.092 0.0202 -0.6006
Si 7.8537 3.5882 11.8282 0.4857 -0.048 -0.7651
Si 7.0132 5.6294 9.5198 0.2183 -1.2435 0.4786
Si 6.9506 9.3458 9.0686 0.2314 0.2877 -0.1227
Si 10.7032 10.7102 11.3916 -0.6348 -0.3453 -0.7962
Si 10.9358 2.8671 11.3077 -1.5736 -1.0702 0.5426
Si 10.9234 8.2047 9.2606 0.3554 -0.494 -0.5184
Si 3.9817 7.4443 10.7448 -0.0368 0.0171 -0.1363
Si 4.1887 0.5585 12.0095 0.0263 0.025 -1.7005
Si 2.9346 7.3203 12.8797 0.4605 0.307 0.0901
Si 8.3272 7.9553 12.2355 0.0898 -0.5469 1.4113
Si 6.9562 0.3054 9.2445 -0.2046 -0.2419 -0.8798
Si 6.5526 7.6294 10.6253 -0.2019 0.4661 -0.13
Si 3.3468 9.5606 13.6442 0.5924 -0.708 0.4565
Si 4.6308 9.3507 16.2434 -1.8377 0.8668 0.1079
Si 7.8056 5.4296 14.2169 1.4263 1.5402 -0.3914
Si 10.5183 11.9681 13.2886 -1.2446 1.198 0.1051
Si 7.9874 10.8278 12.4663 0.6959 -0.9221 0.2227
Si 4.0576 2.3894 14.5447 -0.7869 0.519 0.9687
Si 11.7709 7.0538 15.5207 -1.5078 -0.2502 2.5867
Si 12.2706 4.8028 11.0338 0.6531 0.6056 0.1428
Si 12.3406 6.7026 12.5851 -0.6466 -0.2497 0.5394
Si 2.0324 1.9409 16.641 -0.4881 0.2632 0.8289
Si 1.6847 9.5232 15.9364 -0.1273 -0.177 -0.2851
Si 6.4724 12.2528 11.5229 -0.6176 -0.2562 0.2549
Si 8.9274 8.8916 21.9712 0.2553 2.7205 -2.1684
Si 6.1231 11.9029 24.1612 -2.7363 -2.5255 0.657
Si 1.4499 5.9384 24.9997 0.1128 -1.2269 0.6459
Si 6.5501 2.5202 18.6114 -0.3278 -1.4891 0.2617
Si 6.4637 7.4728 17.8463 -0.3889 0.251 0.5962
Si 11.7003 5.969 18.2198 0.5598 0.2412 0.4059
Si 4.901 4.9864 17.8982 -2.2266 -0.9943 0.0864
Si 10.3597 7.7513 20.0054 1.7898 0.9623 -1.9709
Si 11.365 11.7635 16.3084 -0.4679 0.6435 0.1026
Si 9.2192 6.2288 16.7385 -0.1746 0.724 -1.6712
Si 2.2122 3.8632 19.1449 -0.4292 -0.6205 0.5026
Si 4.6995 0.7034 17.0109 -1.2325 2.7099 -1.1218
Si 7.5918 14.8683 21.4813 1.0197 0.728 0.1882
Si 4.7422 5.3098 14.7569 0.0127 1.695 0.6593
Si 8.9631 11.2656 23.5649 0.8193 0.9484 -2.7318
Si 8.0561 9.4887 19.2696 -1.4816 1.3438 1.81
Si 10.0996 12.982 21.1327 1.0158 0.9428 0.6407
Si 7.0011 3.1031 24.4705 -0.1397 0.7974 -0.1886
Si 1.3981 4.3816 27.7793 -0.7221 1.0963 -0.8691
Si 8.7484 6.1097 21.7736 -0.484 -1.739 -0.6724
Si 8.9373 0.6977 18.254 -0.5983 -1.6374 1.0322
Si 10.1417 5.9132 24.6073 1.1848 -0.8272 -1.5811
Si 3.1355 12.2566 23.7192 0.3526 -1.142 0.2753
Si 1.4249 13.6849 21.7408 0.1683 -1.5482 -1.7167
O 11.7442 6.0687 24.1056 -1.1245 0.0379 0.4415
O 0.9924 5.4545 26.5098 0.8232 0.3785 -0.4138
O 9.3494 5.6207 23.191 0.3074 -0.0802 0.3301
O 3.271 1.091 10.7374 0.1247 -1.1628 -0.354
O 3.83 1.4886 13.2365 -0.094 0.7941 1.0223
O 7.0941 4.6521 10.9014 -0.4166 0.6138 -0.9081
O 7.8643 9.2952 13.1169 -0.0096 0.643 -0.7957
O 13.9041 4.5657 10.6118 0.0808 0.9395 -0.576
O 7.002 13.7281 11.9535 0.0103 0.1551 0.0828
O 2.5587 2.6105 15.2675 1.4581 -0.3791 -0.5659
O 3.7837 -0.9866 12.3377 -0.1553 0.3866 -0.402
O 3.7563 6.3426 13.9347 0.4286 -0.6191 0.731
O 6.2939 5.8145 14.6037 -0.8956 -0.3321 0.0197
O 11.1197 11.5449 14.7089 -0.0147 0.176 0.9555
O 8.8128 11.8095 13.4678 1.7846 0.4152 0.1588
O 9.3472 3.448 11.1939 1.0786 -0.5671 0.183
O 8.4253 6.7234 13.3282 -0.5588 -0.9147 0.37
O 9.5464 11.4685 25.014 0.3606 0.1703 1.5505
O 2.0756 -1.1329 -3.8114 0.0826 0.5592 1.4853
O 5.9943 10.5421 25.1504 0.551 1.6082 -0.5351
O 10.7058 3.0102 -1.4495 -0.2023 1.6274 1.2477
O 2.1951 7.3546 25.1514 -0.0941 0.7463 0.8349
O 6.2125 1.7423 24.956 0.7508 1.3164 0.5072
O 7.1407 0.1144 -1.6557 0.5998 -0.7624 0.3265
O 8.075 7.5487 22.061 -0.0287 -0.4219 0.0677
O 2.3082 2.9245 20.4985 -0.2036 0.4994 -0.34
O 12.5763 5.0036 19.1945 -0.0625 -0.0879 -0.4254
O 9.7472 12.2932 19.7369 -0.1152 -0.3013 -0.2984
O 2.2572 12.3717 22.3675 -0.7906 0.6596 -0.593
O 2.4566 4.7867 24.4205 -1.1405 -1.4228 0.2846
O 9.1235 14.2953 21.3134 -0.22 -0.4058 0.4889
O 8.701 5.2126 15.5668 -0.1422 0.07 -0.1458
O 8.0141 1.9867 18.0697 -1.3042 0.8679 -0.2722
O 5.195 10.7207 16.9166 0.1083 -1.7564 -0.3966
O 2.192 10.2648 14.5634 -0.2313 0.2844 -0.0065
O 5.5635 8.1758 16.656 1.5724 -1.9307 1.364
O 7.8831 6.9271 17.2878 -0.8875 0.1821 0.327
O 9.0001 10.5923 11.1522 0.4115 0.2306 0.1858
O 4.6745 9.4645 14.634 -0.5614 0.0646 -0.3647
O 0.4851 1.4979 16.4914 0.2098 -0.847 -0.3498
O 5.5716 6.2646 18.5244 1.1106 2.1751 -0.3753
O 11.0095 13.5107 12.8556 -0.329 -0.1668 -0.3174
O 5.0544 1.6458 15.6131 -0.7005 -0.6683 1.0349
O 11.6881 7.3906 19.0368 -1.9005 0.5078 1.2416
O 3.0204 9.088 16.7105 1.9144 0.2221 -0.008
O 3.0442 0.7491 17.1377 0.6775 0.0767 -0.569
O 10.1328 5.5445 17.8699 0.6973 -0.4364 0.4905
O 11.7976 6.2826 14.1443 0.475 -0.3839 -1.9412
O 1.9518 3.0008 17.8324 0.1581 -0.2337 -0.3172
O 9.9918 11.9058 17.1841 1.2693 -0.2008 -1.4896
O 7.9532 10.8472 18.4108 0.8823 0.7339 -0.0467
O 3.6127 4.606 18.8904 1.4988 0.5493 -0.6767
O 3.1757 13.7443 24.3303 -0.2836 0.6134 0.6292
O 8.0853 9.8881 20.8867 0.9525 -1.3072 0.1107
O 9.8414 6.3322 20.5567 -0.8255 -0.4471 0.8349
O 6.0549 3.8596 17.882 0.2193 -0.4527 -0.1139
O 5.3682 1.3571 18.3136 1.4237 1.2634 0.3147
O 7.9618 4.1014 13.3305 -0.1818 0.3094 0.8283
O 0.8868 8.2419 15.4041 0.1467 0.0132 -0.234
O 6.743 8.5818 19.017 -0.2888 -0.6419 -0.998
O 0.0183 13.2743 21.0523 -1.1796 -0.5534 0.3534
O 4.6231 3.8649 14.1157 -0.3889 -1.8679 -0.2301
O 6.7031 2.7632 20.215 -0.7343 -0.3735 -0.7945
O 4.3737 5.2201 16.3657 0.2968 0.1077 -0.458
O 6.8965 14.6066 22.9253 0.568 -0.1632 0.2261
O 9.3253 8.5906 18.9862 2.1524 -1.5214 0.5094
O -2.0966 -1.3687 -1.6422 -0.7117 0.1576 -0.2118
O 12.3042 10.5159 16.7683 -0.2601 0.7112 0.0749
O 10.1794 7.3465 15.9914 1.1254 -0.6273 -0.0996
O 7.4376 11.7859 23.2671 0.9632 -0.2898 -0.0301
O 10.5039 8.7098 21.3438 -1.6824 -0.763 -0.1623
O 4.6689 11.9058 23.3548 1.3757 -0.2462 0.3361
O 7.671 16.4968 21.2887 0.8465 0.3501 0.6532
O 3.491 6.934 -1.8341 -0.1474 -0.1289 0.45
O 9.9468 11.9791 22.4043 -0.982 -0.1574 0.9202
O 9.0606 9.6828 23.3317 -0.2483 -0.4628 0.5565
O 12.4429 6.1954 16.7892 -0.4975 0.2987 -0.8633
O 13.5357 -1.4205 -1.2196 0.3579 -0.2864 -1.0328

Results
free energy: -49979.976 eV
free energy less fixed offsets of O -463.61, Si -117.95 eV per atom: -18.246 eV
pressure: -2.47 GPa
stress xx, yy, zz, yz, xz, xy (GPa, positive in tension): 4.71, 0.64, 2.05, -2.55, -0.46, 0.56
